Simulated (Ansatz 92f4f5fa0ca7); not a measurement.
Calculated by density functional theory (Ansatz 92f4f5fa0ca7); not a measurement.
Periodic cell of 231 atoms, Si140O85As6, from a study of silicon, its oxide and their interface. The atomic structure is a simulated model.
Doubt: the cutoff is low for norm-conserving oxygen, so forces and energies are approximate.
Doubt: the program's own warning below bears on the result.

Settings: functional HSE06; potential files SPMS norm-conserving; basis plane waves; wave-function cutoff 800 eV; density cutoff ratio 4; exchange-correlation grid ratio 1; k mesh 1 x 1 x 1, Gamma-centred; occupations fixed; spin none; net charge 0.

Cell vectors (angstrom)
a	11.6015	0	0
b	0	10.938	0
c	0	0	32.6625

Atoms: element, x, y, z (angstrom)
Si	0.0325	-0.0465	24.1422
As	3.9061	-0.2157	23.9057
As	7.8649	-0.3373	23.9085
Si	2.0129	1.2557	24.1783
Si	5.9684	1.0991	24.0945
Si	9.6622	1.2884	24.0817
Si	-0.2366	5.4436	23.9808
Si	3.7768	5.2978	23.6493
Si	7.8322	5.523	23.8702
Si	1.8014	6.6883	23.8507
Si	5.7556	6.7735	23.6428
As	9.6377	7.1241	23.8607
Si	1.9455	2.7578	25.9647
Si	5.8179	2.7207	25.8242
Si	9.6303	2.7249	25.9488
Si	-0.0362	4.0722	25.9111
Si	3.8755	4.1089	25.7779
Si	7.722	4.1367	25.8451
Si	1.9281	8.0762	25.8605
Si	5.7944	8.073	25.7713
Si	9.6735	8.1484	26.0108
Si	0.0146	9.4854	26.0099
Si	3.871	9.4609	25.9177
Si	7.7363	9.4638	25.9777
Si	0.0063	0.0042	27.86
Si	3.8729	-0.0418	27.8151
Si	7.6994	-0.022	27.8361
Si	1.9507	1.3494	27.8564
Si	5.7842	1.3693	27.8005
Si	9.6426	1.3326	27.848
Si	0.0121	5.4479	27.8383
Si	3.8915	5.4368	27.7816
Si	7.7226	5.4513	27.8213
Si	1.9545	6.7914	27.8379
Si	5.803	6.822	27.8001
Si	9.6708	6.7721	27.8863
Si	1.9336	2.7345	29.7633
Si	5.8008	2.7345	29.7633
Si	9.6679	2.7345	29.7633
Si	0	4.1018	29.7633
Si	3.8672	4.1018	29.7633
Si	7.7343	4.1018	29.7633
Si	1.9336	8.2035	29.7633
Si	5.8008	8.2035	29.7633
Si	9.6679	8.2035	29.7633
Si	0	9.5708	29.7633
Si	3.8672	9.5708	29.7633
Si	7.7343	9.5708	29.7633
Si	0	0	31.6969
Si	3.8672	0	31.6969
Si	7.7343	0	31.6969
Si	1.9336	1.3673	31.6969
Si	5.8008	1.3673	31.6969
Si	9.6679	1.3673	31.6969
Si	0	5.469	31.6969
Si	3.8672	5.469	31.6969
Si	7.7343	5.469	31.6969
Si	1.9336	6.8362	31.6969
Si	5.8008	6.8362	31.6969
Si	9.6679	6.8362	31.6969
Si	1.9336	2.7345	0.9679
Si	5.8008	2.7345	0.9679
Si	9.6679	2.7345	0.9679
Si	0	4.1018	0.9679
Si	3.8672	4.1018	0.9679
Si	7.7343	4.1018	0.9679
Si	1.9336	8.2035	0.9679
Si	5.8008	8.2035	0.9679
Si	9.6679	8.2035	0.9679
Si	0	9.5708	0.9679
Si	3.8672	9.5708	0.9679
Si	7.7343	9.5708	0.9679
Si	0.0113	0.0508	2.8559
Si	3.8491	0.0414	2.8903
Si	7.746	0.0391	2.8657
Si	1.9305	1.4314	2.9509
Si	5.7987	1.3849	2.8882
Si	9.6816	1.412	2.8995
Si	0.0365	5.4648	2.9731
Si	3.8427	5.4569	2.9135
Si	7.7264	5.5296	2.8636
Si	1.9338	6.857	2.9081
Si	5.765	6.8223	2.8658
Si	9.7018	6.8279	2.9212
Si	1.9405	2.7446	4.9638
Si	5.8242	2.779	4.801
Si	9.6874	2.9675	4.71
Si	0.0526	4.2204	5.0498
Si	3.8744	4.1462	4.8932
Si	7.7174	4.2391	4.8141
Si	1.9124	8.2408	4.8251
Si	5.7583	8.2145	4.7569
Si	9.6995	8.215	4.8449
Si	-0.0094	9.6509	4.7745
Si	3.8512	9.6189	4.8126
Si	7.7333	9.4844	4.6834
Si	-0.0819	0.2261	6.6058
Si	3.8725	0.0279	6.7789
Si	7.8476	-0.0253	6.4842
As	1.9387	1.5011	7.0774
Si	5.9035	1.3179	6.67
Si	9.5397	1.5809	6.5167
Si	0.0371	5.6753	7.0727
As	3.8605	5.4038	6.9797
Si	7.7325	5.6141	6.794
As	1.9867	7.1053	6.9566
Si	5.7587	6.9247	6.7222
Si	9.6788	7.0117	6.9298
O	6.2883	2.3509	7.9295
O	11.1462	10.104	7.8354
O	7.6685	4.6392	8.1452
O	9.0534	2.378	7.9295
O	9.6796	7.9829	8.3116
O	3.8842	9.9061	8.0645
O	0.0352	5.0728	8.6578
O	5.7956	8.0171	7.9941
O	8.3211	10.1596	7.9059
O	5.7488	7.892	22.3931
O	2.5137	8.9443	18.4481
O	3.6857	4.1907	22.3627
O	9.5735	2.194	22.6856
O	1.9895	2.1929	22.8081
O	-0.0018	9.8841	22.827
O	1.6777	7.7622	22.5845
O	6.2398	1.7347	22.5639
O	-0.6388	4.492	22.6572
Si	7.6355	-4.3264	16.6567
Si	5.1157	5.1698	12.4449
Si	1.3332	13.1471	14.6883
Si	0.0437	3.5015	17.1087
Si	4.5449	6.0203	16.8354
Si	2.1001	9.8374	11.6802
Si	-0.4603	19.1193	14.7594
Si	5.6989	8.7534	21.0087
Si	9.7347	9.612	8.5199
Si	-5.3826	-0.7668	13.9863
Si	5.5782	1.0716	21.2141
Si	10.2112	7.0578	12.2133
Si	-6.6948	10.7854	11.1699
Si	-1.9858	3.7234	22.0991
Si	10.0317	2.4526	19.3726
Si	-2.367	9.6442	13.1212
Si	-0.7526	0.0109	11.0694
Si	-4.8582	12.6979	15.7
Si	6.4476	2.5888	11.2355
Si	7.3343	12.01	18.6999
Si	13.2339	-0.9058	19.2754
Si	10.7539	19.4655	19.3795
Si	3.9354	8.175	18.5953
Si	8.401	2.837	13.6067
Si	-0.3348	2.765	12.0644
Si	4.7427	8.8237	8.9476
Si	7.758	8.954	18.7878
Si	7.6638	3.0463	8.496
Si	-3.8037	16.7658	13.6944
Si	11.9102	5.3987	10.2536
Si	1.9048	10.1613	14.8066
Si	4.4854	-2.2498	15.829
Si	-8.5938	-3.9447	10.8232
Si	10.483	6.2846	17.237
Si	3.0195	13.7624	21.7185
Si	0.7766	8.8798	21.8255
Si	1.3727	13.0351	19.3227
Si	4.1935	14.5929	15.0848
O	0.8501	2.3572	13.1275
O	7.6921	10.0123	13.3481
O	-8.7379	13.6917	14.8438
O	2.0609	10.3101	13.2129
O	1.3471	11.6166	15.276
O	-3.796	6.7709	15.0286
O	-3.3885	1.9536	14.972
O	4.3798	19.3021	20.1398
O	5.5187	-1.2857	10.1397
O	3.3274	9.772	15.4809
O	11.6943	15.0401	11.2263
O	4.0633	-3.829	15.6938
O	-7.2084	4.6006	13.7801
O	-0.0127	16.0512	17.1487
O	-0.3558	8.1646	20.8924
O	8.2785	4.5587	22.573
O	5.5284	3.9159	11.4755
O	-1.7263	2.9369	12.9253
O	-6.0346	13.7557	15.3121
O	10.1071	10.8815	12.529
O	-7.6914	6.5648	18.2542
O	-4.6227	1.8238	17.3058
O	0.1063	9.7174	18.7839
O	7.5811	2.8894	10.1066
O	9.6381	3.6166	20.4657
O	6.9505	8.3185	20.0566
O	7.1727	21.3592	18.4347
O	8.8333	1.3727	19.2545
O	-0.4797	12.5494	10.9034
O	4.0873	6.154	11.6828
O	-2.4947	6.0039	12.7516
O	1.7706	9.7632	20.8807
O	5.222	-0.4808	12.7319
O	2.0717	0.6442	19.0211
O	3.7537	7.6735	9.5447
O	5.4881	1.3303	10.8244
O	-0.2427	7.3331	13.3641
O	10.8851	6.5475	10.8293
O	4.0675	1.6629	21.2537
O	9.8257	10.2638	10.0069
O	7.8884	4.2812	14.1437
O	1.8362	16.9036	10.3565
O	-4.2983	13.1476	12.5665
O	4.8844	8.8678	17.427
O	-1.3287	3.0042	17.85
O	3.2799	10.7095	10.955
O	-5.169	6.0614	12.8343
O	-0.8985	7.2044	15.9395
O	6.1696	11.2802	15.1635
O	10.8089	7.127	18.5752
O	-2.6778	16.6894	17.216
O	12.4814	8.968	15.1958
O	5.6643	-0.5679	21.2787
O	9.3732	8.4426	12.018
O	11.4504	1.7924	19.8644
O	6.1878	-5.0279	16.9513
O	1.3269	13.8705	17.9293
O	3.9469	4.5743	16.4183
O	7.7011	8.0477	17.4348
O	9.2673	-1.8071	19.3286
O	0.6612	10.1361	10.9842
O	9.9054	9.2261	14.5412
O	-5.8875	-2.0968	14.7757
O	2.1578	3.0817	20.3612
O	0.2248	3.0311	15.5651
O	2.3859	8.2328	11.6761
O	6.2915	1.5787	19.8493

Results
free energy: -69883.799 eV
free energy less fixed offsets of As -2657.37, O -447.96, Si -113.29 eV per atom: -2.379 eV
gap between the highest filled and lowest empty level on this k mesh: 1.522 eV

The program warned: the cutoff lies below the one the program advises for these potential files; the model core charge is not resolved on the grid; the forces do not sum to zero within the program's tolerance; the exchange-correlation potential is rough where the density is thin.
